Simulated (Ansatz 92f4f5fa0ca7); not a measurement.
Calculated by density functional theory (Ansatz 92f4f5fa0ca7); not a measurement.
Periodic cell of 221 atoms, Si132O87H1N1, from a study of silicon, its oxide and their interface. The atomic structure is a simulated model.
Doubt: the cutoff is far below the 930 eV that the study's wrapper takes by default for these files, so forces and energies are approximate.
This geometry differs little from another in the collection (a relaxation step or a small displacement).

Settings
functional: PBE
potential files: Ansatz PAW
basis: plane waves
wave-function cutoff: 580 eV
density cutoff ratio: 5
exchange-correlation grid ratio: 1
k mesh: 1 x 1 x 1, Gamma-centred
self-consistency stop: 5e-08 eV per atom in the density residual
occupations: fixed
spin: none
net charge: 0

Cell vectors (angstrom)
a	10.938	0	0
b	0	10.938	0
c	0	0	32.545

Atoms and the computed forces on them: element, x, y, z (angstrom), force x, y, z (eV/angstrom)
Si	-0.266	0.2966	25.1558	0.0203	-0.0284	0.0293
Si	5.6648	-0.29	25.1367	-0.0283	0.0414	0.0409
Si	2.3606	2.9968	25.0681	0.0381	-0.0282	0.0364
Si	8.4623	2.5174	25.1121	-0.0314	0.0209	0.0322
Si	0.1304	5.2353	24.9364	-0.0225	0.0354	0.033
Si	5.2188	5.7903	25.0768	0.0237	-0.0369	0.0352
Si	2.9812	8.0051	25.0276	-0.0395	0.0286	0.035
Si	7.8926	8.4371	25.0785	0.0354	-0.0236	0.0317
Si	1.2998	1.4359	26.4716	0.0124	-0.0098	-0.0127
Si	6.8219	1.3651	26.3723	-0.0076	0.004	-0.0162
Si	4.0425	4.1374	26.3165	0.0085	-0.0063	-0.0116
Si	9.5794	4.1177	26.4082	-0.0099	0.0067	-0.0165
Si	1.3277	6.8331	26.2742	-0.0013	0.0058	-0.013
Si	6.7798	6.8831	26.4472	0.0088	-0.0125	-0.0172
Si	4.0845	9.5347	26.4515	-0.0068	0.0091	-0.0176
Si	9.5171	9.5844	26.3769	0.0093	-0.0072	-0.0131
Si	2.7139	0.0218	27.7541	-0.0025	0.005	0.0068
Si	8.1816	0.0135	27.7751	-0.0011	0.0013	0.0099
Si	-0.0335	2.7804	27.8278	-0.0006	-0.0018	0.0113
Si	5.4364	2.7601	27.7091	-0.0029	0.0032	0.0061
Si	2.6987	5.4948	27.7306	-0.0031	0.0022	0.0005
Si	8.1863	5.4869	27.746	-0.0036	0.0016	0.0103
Si	-0.01	8.2061	27.7057	-0.0002	0.001	0.0111
Si	5.4473	8.2175	27.8315	0.0002	0.0021	0.0132
Si	4.1018	1.3673	29.1267	0.0236	0.1155	-0.1852
Si	9.5708	1.3673	29.1267	-0.184	-0.0017	0.2779
Si	1.3673	4.1018	29.1267	0.1104	0.2916	0.2531
Si	6.8362	4.1018	29.1267	-0.1218	-0.0128	-0.2546
Si	4.1018	6.8362	29.1267	-0.2945	-0.1697	0.2021
Si	9.5708	6.8362	29.1267	0.054	0.0617	-0.2253
Si	1.3673	9.5708	29.1267	-0.1141	-0.0607	-0.2387
Si	6.8362	9.5708	29.1267	0.0194	0.1613	0.3634
Si	0	0	30.494	-0.0309	-0.0192	-0.021
Si	5.469	0	30.494	0.082	-0.0158	0.0056
Si	2.7345	2.7345	30.494	0.0217	0.0407	-0.0211
Si	8.2035	2.7345	30.494	-0.0156	-0.1164	0.0049
Si	0	5.469	30.494	0.077	0.0049	-0.0058
Si	5.469	5.469	30.494	-0.0671	-0.0434	-0.0142
Si	2.7345	8.2035	30.494	0.0207	-0.0683	-0.0009
Si	8.2035	8.2035	30.494	0.0217	0.0361	-0.0221
Si	1.3673	1.3673	31.8612	-0.0008	0.001	-0.0191
Si	6.8362	1.3673	31.8612	-0.0281	0.0674	-0.0043
Si	4.1018	4.1018	31.8612	0.0207	-0.0239	0.0025
Si	9.5708	4.1018	31.8612	0.0146	0.0654	-0.0373
Si	1.3673	6.8362	31.8612	-0.0899	0.0051	-0.0208
Si	6.8362	6.8362	31.8612	0.0103	0.0215	-0.0245
Si	4.1018	9.5708	31.8612	-0.0476	0.0202	-0.0277
Si	9.5708	9.5708	31.8612	-0.009	-0.0114	-0.006
Si	2.7345	0	0.6835	0.0467	-0.041	0.0275
Si	8.2035	0	0.6835	-0.002	-0.0072	0.0092
Si	0	2.7345	0.6835	-0.0234	-0.0269	0.0141
Si	5.469	2.7345	0.6835	0.0201	-0.0372	0.0302
Si	2.7345	5.469	0.6835	-0.0028	0.053	0.0003
Si	8.2035	5.469	0.6835	0.0059	-0.0439	0.024
Si	0	8.2035	0.6835	0.0645	-0.0146	0.0209
Si	5.469	8.2035	0.6835	-0.0007	-0.0055	0.0191
Si	4.1018	1.3673	2.0507	-0.0574	0.0705	-0.0004
Si	9.5708	1.3673	2.0507	0.0578	0.0344	0.0047
Si	1.3673	4.1018	2.0507	-0.0204	0.0316	0.0176
Si	6.8362	4.1018	2.0507	-0.0126	0.0604	0.0208
Si	4.1018	6.8362	2.0507	-0.035	-0.0672	-0.0202
Si	9.5708	6.8362	2.0507	-0.0167	0.0209	0.0271
Si	1.3673	9.5708	2.0507	-0.0928	0.008	0.0128
Si	6.8362	9.5708	2.0507	0.0769	0.0098	-0.0093
Si	0	0	3.418	0.1694	0.0786	-0.3042
Si	5.469	0	3.418	0.1387	0.0789	0.4633
Si	2.7345	2.7345	3.418	0.3111	-0.2638	0.0018
Si	8.2035	2.7345	3.418	-0.0953	-0.2091	0.1057
Si	0	5.469	3.418	-0.0194	-0.1792	-0.1156
Si	5.469	5.469	3.418	-0.2227	-0.1336	-0.3064
Si	2.7345	8.2035	3.418	0.2524	0.0765	0.0487
Si	8.2035	8.2035	3.418	-0.1313	0.1946	-0.1925
Si	1.4321	1.302	4.7783	0.0009	-0.0118	-0.0036
Si	6.8625	1.3684	4.8682	-0.0026	-0.006	-0.0119
Si	4.1797	4.0294	4.7931	0.0103	0.0027	-0.0037
Si	9.5766	4.0751	4.7717	0.0195	-0.0086	-0.0022
Si	1.4058	6.7961	4.7469	0.0118	-0.0041	-0.0022
Si	6.7721	6.8749	4.7301	-0.0085	-0.0158	-0.0219
Si	4.1231	9.5636	4.8319	0.0022	-0.0107	-0.0206
Si	9.5558	9.6164	4.7475	0.0119	0.0083	-0.0256
Si	2.82	-0.0153	6.2631	-0.0103	0.0076	0.0008
Si	8.2626	0.0187	6.2502	-0.0067	0.0188	-0.0129
Si	0.0393	2.6704	6.0846	-0.0179	0.0184	-0.0026
Si	5.5691	2.7505	6.3318	-0.0027	-0.0005	-0.0012
Si	2.7681	5.3932	6.0803	-0.021	0.0036	-0.0076
Si	8.1368	5.4838	5.9953	0.0023	-0.0014	0.0189
Si	0.0456	8.236	5.9846	-0.0002	-0.0149	0.0072
Si	5.4666	8.193	6.2257	-0.0054	0.0098	-0.0061
Si	3.9333	1.6191	7.6396	0.0118	-0.0023	-0.0086
Si	9.9946	1.0986	7.5287	0.0061	0.0133	0.0114
Si	1.6181	3.7903	7.3762	-0.0236	0.0234	-0.0025
Si	6.7147	4.4829	7.5893	0.0343	0.003	-0.0151
Si	4.2866	6.5213	7.4449	-0.0199	0.0014	0.0638
Si	9.347	7.0772	7.14	0.0269	-0.0244	-0.0204
Si	1.1926	9.6604	7.4389	-0.0025	-0.0283	0.0085
Si	7.1551	9.2841	7.4939	-0.0077	0.0006	0.029
O	1.2705	4.1104	24.4849	-0.0006	0.0002	-0.0184
O	6.7922	9.571	24.577	0.0014	-0.0083	-0.0237
O	2.7457	2.7226	7.9098	0.0023	-0.0055	0.0085
O	8.3115	8.152	7.8511	-0.0208	0.0142	0.0152
O	5.4762	5.5056	7.9873	-0.0201	0.0149	0.005
O	0.0865	-0.1441	7.8843	-0.0032	0.0154	0.0073
O	4.1024	6.8887	24.5297	0.0039	-0.0008	-0.0215
O	9.559	1.3895	24.5905	0.0024	0.0011	-0.0233
O	1.6415	8.8637	8.8142	0.011	-0.0005	0.0115
O	0.91	4.2649	8.7754	-0.0059	0.0007	0.0114
O	9.806	1.7983	9.0278	-0.0069	-0.0314	0.0319
O	6.6111	9.8311	8.9543	0.016	0.004	0.0089
O	4.4499	1.2153	9.1533	0.0008	-0.0203	0.0393
O	3.4258	6.9235	8.7863	-0.015	0.0098	-0.0117
O	7.5375	4.2041	9.009	-0.0012	-0.0035	0.0113
O	10.0387	6.1766	8.2965	0.0041	-0.0125	0.0108
O	2.9069	2.1491	23.7639	-0.0015	-0.0026	-0.0175
O	4.8357	0.2587	23.827	-0.0008	-0.0022	-0.0146
O	7.9182	3.3109	23.7736	0.0023	0.0015	-0.0105
O	10.2983	5.7769	23.5573	0.0011	-0.0016	-0.0094
O	8.4337	7.683	23.7192	-0.0039	0.0015	-0.0124
O	2.4362	8.7663	23.662	0.0021	-0.0011	-0.011
O	6.0498	5.2603	23.752	-0.0009	0.0072	-0.0112
O	0.5386	10.641	23.8593	0.0021	0.0007	-0.0131
Si	3.1692	9.2203	11.9295	-0.0657	0.0221	-0.069
Si	8.1956	4.7989	10.393	0.0086	0.0001	-0.0151
Si	7.0497	4.7881	17.4751	-0.0029	0.0042	-0.0068
Si	4.2951	1.6085	23.1087	0.0029	0.0027	0.0154
Si	12.3598	3.3191	19.2549	0.0037	0.0005	-0.004
Si	7.925	-2.9584	14.5389	0.0018	0.0051	0.0055
Si	1.0858	9.3847	22.9901	-0.0004	-0.0021	0.0129
Si	4.0305	12.9196	20.0983	0.0006	-0.0038	0.0053
Si	-2.3904	2.9501	12.6604	0.0008	0.0006	0.0018
Si	-3.9321	14.2106	20.126	0.0009	0.0038	0.0043
Si	1.0986	-4.5779	18.5153	-0.0044	0.0011	-0.0055
Si	0.8313	11.1648	12.4485	-0.0072	-0.0122	0.0407
Si	10.2791	9.7785	14.8511	-0.004	-0.0013	0.0029
Si	-6.0468	3.1642	16.0461	-0.0017	-0.0007	0.0046
Si	7.1694	10.2355	10.4435	0.0699	0.0163	0.0349
Si	0.6415	17.6738	15.4693	-0.0024	-0.0007	-0.0013
Si	-1.4029	4.1987	15.4245	0.0027	0.0023	0.0061
Si	-0.0154	5.4267	9.4086	0.0057	0.0041	-0.0075
Si	5.0536	7.4684	13.5265	0.0165	-0.0269	0.0164
Si	6.5595	3.8727	23.0752	0.0023	-0.0069	0.0149
Si	7.4654	7.7246	17.3767	-0.0038	-0.001	0.0056
Si	9.7904	1.0815	10.5074	-0.0095	-0.066	-0.0162
Si	2.1609	11.627	18.1827	0.0035	0.0008	-0.0026
Si	9.7654	1.8882	19.7474	-0.0005	0.0004	-0.0022
Si	4.6009	0.7573	10.7124	0.0286	-0.0577	0.004
Si	2.9972	2.1964	13.016	-0.0271	-0.0123	-0.014
Si	2.1882	7.5558	9.6293	0.0179	-0.009	0.0177
Si	5.878	9.589	15.619	0.002	0.001	0.0079
Si	3.1516	5.0423	14.3816	0.0011	-0.0009	0.0016
Si	9.7025	7.1443	22.8511	0.0039	-0.0043	0.0084
Si	11.2726	10.2456	20.2429	0.0026	-0.0052	0.0028
Si	7.3173	-3.6031	11.7955	-0.0054	0.0226	-0.0068
Si	-1.3905	7.5771	19.789	-0.004	-0.0009	-0.0019
Si	3.618	0.5499	15.7642	0.0063	-0.0021	0.0051
Si	9.606	12.3688	16.5516	0.0028	0.0008	-0.0059
Si	7.0238	1.5119	14.7923	-0.003	-0.0008	0.0086
O	4.3161	9.9988	15.8325	0.0015	-0.0002	-0.0019
O	10.2158	-0.054	16.1049	0.0009	0.0002	-0.0042
O	8.6334	-0.0403	10.3906	-0.0404	-0.0047	0.0285
O	0.1691	8.3033	15.0257	0.0014	-0.0003	-0.0005
O	4.3446	-4.8212	14.0938	0.0025	0.0081	0.0078
O	2.8142	14.0536	20.1342	-0.0025	0.0026	0.0008
O	1.834	6.0103	14.5716	0.0076	-0.0044	0.0007
O	-1.7825	14.8268	13.8551	-0.0009	-0.0024	-0.0012
O	-2.8825	1.5827	16.0482	0.0031	-0.0019	-0.0026
O	-1.0958	4.7672	10.4318	-0.0035	-0.0013	0.0036
O	10.4951	-4.4493	19.0379	0.0058	-0.0001	-0.0003
O	8.3887	7.4358	16.0303	0.0014	0.0006	-0.0026
O	-3.2174	1.7233	13.3427	-0.0016	-0.003	-0.001
O	3.425	12.1521	14.2818	0	0.0067	-0.0007
O	1.3557	9.9305	21.4808	-0.003	0.0042	-0.0076
O	8.2276	7.1121	13.1746	-0.0083	0.0008	-0.0106
O	8.2683	2.2354	20.3189	0.0005	0.0006	0
O	10.2962	8.9957	19.9643	0.0024	0.0004	0.003
O	4.0667	1.2553	21.5518	-0.0014	0.0007	-0.0059
O	-3.61	8.9001	11.3608	-0.0173	0.0579	-0.0341
O	6.8302	4.1334	21.5005	0.0024	-0.0028	-0.007
O	8.2773	7.8799	18.7877	0.0058	-0.0005	0.0058
O	12.1755	10.5082	18.9136	0.0005	-0.0004	0.0014
O	6.579	6.3576	17.5186	0.0036	-0.0036	0.0024
O	-2.7197	4.5068	16.3658	0.0013	-0.0031	0.0005
O	9.6184	2.1959	11.6854	0.0036	-0.0152	-0.0065
O	10.7301	10.7467	13.6211	0.0831	0.0072	-0.0835
O	5.9237	2.7428	14.8376	0.0022	-0.0017	0.0012
O	6.4134	10.9559	14.8953	0.0014	0.0005	-0.0025
O	-0.5216	16.5136	15.4422	0.0016	-0.0008	-0.0018
O	-2.1934	-1.551	14.4401	0.0101	0.0024	0.0021
O	4.0083	1.8732	11.7577	-0.0133	-0.0249	0.0074
O	-7.3677	11.7623	19.027	-0.0008	-0.0007	0.0005
O	2.7633	7.9093	11.0929	-0.0059	0.1044	0.015
O	5.7843	6.9414	12.1671	0.0194	0.003	0.0111
O	2.103	-3.7316	19.4847	0.06	0.0671	-0.0415
N	6.2017	8.2351	14.5809	-0.0061	-0.0089	-0.0078
O	9.2034	6.9803	21.2907	-0.0014	0.0023	-0.0022
O	1.4767	12.6525	12.6805	0.0199	-0.0311	0.01
O	-0.0436	8.2312	22.9397	0.0008	0.0015	-0.0025
O	6.5879	9.1013	17.0509	0.0031	-0.0006	-0.0029
O	-3.4393	4.31	18.9658	0.0013	-0.0036	0.003
O	2.2687	0.2343	16.6193	-0.0035	-0.0007	0.0027
O	-0.0489	3.0902	19.9769	0	-0.0005	0.0025
O	1.4752	4.782	18.5791	0.0011	-0.0013	0.0025
O	3.8711	10.2493	10.8866	-0.0044	0.0021	0.0726
O	5.4015	2.7694	23.3093	-0.0001	0.0001	-0.0028
O	3.639	4.1502	15.6737	-0.0013	-0.0024	-0.0074
O	5.5488	13.4958	19.7971	0.0038	0.0006	0.0013
O	-3.2724	3.9118	11.6642	-0.0002	-0.0023	0.0052
O	4.0349	8.691	13.1902	-0.0283	0.0149	-0.0073
O	6.1715	0.4468	11.0473	-0.0314	-0.0344	-0.0353
O	9.6071	1.4793	18.1731	0.0023	-0.0022	0.0036
O	-0.6318	13.7712	15.9812	-0.0011	0.0011	-0.0015
O	4.3932	1.7192	16.622	0.0025	0.0005	-0.0028
O	1.4778	13.1035	18.1001	0.0019	-0.0019	0.0024
O	5.7114	-7.0031	17.1869	0.0019	0.0004	0.0008
O	0.9911	6.5288	10.035	0.0248	0.0128	-0.0018
O	1.2188	6.9091	16.9835	-0.002	-0.0029	0.007
O	1.9085	9.9717	12.5812	0.0929	-0.0062	-0.0566
O	7.7899	6.3722	10.5863	-0.0058	0.0019	0.0101
O	11.1376	0.2556	10.9419	-0.054	0.0506	0.0039
O	10.3304	11.5352	20.5757	-0.0007	-0.0004	0.001
O	2.9676	3.8298	13.2587	0.009	-0.0122	0.0034
H	2.6422	-3.0332	19.0832	-0.0591	-0.0638	0.0396

Results
free energy: -133795.249 eV
free energy less fixed offsets of H -15.97, N -385.13, O -568.88, Si -635.61 eV per atom: -1.069 eV

The program warned: the cutoff lies below the one the program advises for these potential files; the forces do not sum to zero within the program's tolerance; the exchange-correlation potential is rough where the density is thin.
